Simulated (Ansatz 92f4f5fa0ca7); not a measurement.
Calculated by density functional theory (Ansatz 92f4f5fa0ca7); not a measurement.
Periodic cell of 288 atoms, Si144O112H32, with a vacuum gap, from a study of silicon, its oxide and their interface. The atomic structure is a simulated model.

Settings: functional r2SCAN; potential files Ansatz PAW; basis plane waves; wave-function cutoff 800 eV; density cutoff ratio 5; exchange-correlation grid ratio 1; k mesh 1 x 1 x 1, shifted by 0.5 0.5 0 of a step; self-consistency stop 1e-11 eV per atom in the density residual; occupations fixed; spin none; net charge 0; applied field sawtooth along c, amplitude -0.015 V/angstrom in the program's sign convention, ramp centred at 0.9897 of c and 0.0206 of c wide, no dipole correction.

Cell vectors (angstrom)
a, 10.88, 0, 0
b, 0, 10.88, 0
c, 0, 0, 48.51

Atoms and the computed forces on them: element, x, y, z (angstrom), force x, y, z (eV/angstrom)
Si, -1.5422, -5.9435, 34.6476, 0.0035, -0.0005, -0.0287
Si, 1.4343, -3.4025, 34.6974, 0.0046, -0.0009, -0.0215
Si, -1.7774, -0.2015, 34.7888, 0.0051, -0.0076, -0.0152
Si, 1.9027, -9.2825, 34.9255, 0.0033, 0.0025, -0.0212
Si, -6.1583, -6.7442, 34.8137, -0.0072, 0.0011, -0.0157
Si, -3.7856, -3.7109, 34.782, -0.0033, 0.0085, -0.0158
Si, 3.9585, -0.801, 35.1694, 0.002, 0.0006, -0.0215
Si, -4.0071, -8.9479, 35.1915, -0.0081, 0.0036, -0.0102
Si, 0.0509, -4.8076, 35.9902, -0.0044, 0.0049, -0.0092
Si, 2.7102, -2.2863, 36.351, -0.0042, 0.0051, -0.0098
Si, 0.0415, -10.2237, 36.0802, 0.0042, 0.0029, -0.0109
Si, 2.9706, -7.6323, 36.1586, 0.0045, -0.0079, -0.011
Si, -5.2788, -4.9522, 36.115, 0.0083, -0.0031, -0.0105
Si, -2.6764, -2.041, 36.0413, -0.0019, -0.0026, -0.0119
Si, 5.5027, 0.4928, 36.3683, -0.0065, 0.0033, -0.0164
Si, -2.545, -7.4851, 36.2086, -0.0092, 0.0003, -0.011
Si, -1.2837, -3.44, 37.4132, -0.0018, 0.0086, 0.0004
Si, 1.3276, -0.7905, 37.5232, 0.003, 0.0044, 0.0048
Si, -1.1923, -8.8679, 37.5303, -0.0044, -0.0085, 0.0102
Si, 1.4851, -6.1978, 37.36, 0.0057, -0.013, 0.0105
Si, 4.2042, -3.6289, 37.5213, 0.0093, 0.0105, 0.0088
Si, 6.9106, -0.8529, 37.6016, 0.0012, 0.001, 0.0066
Si, 4.1692, 1.9093, 37.6592, 0.0001, 0.0051, 0.0103
Si, -3.9392, -6.1934, 37.5816, -0.0102, -0.0059, 0.0059
Si, -2.599, -4.7936, 38.8609, 0.0014, 0.0064, 0.0246
Si, 0.0353, -2.1525, 38.8843, 0.0098, 0.0034, 0.0191
Si, -2.5799, -10.2912, 38.8519, -0.0068, -0.0059, 0.0201
Si, 0.1698, -7.527, 38.8411, -0.0035, -0.0017, 0.0202
Si, 2.8144, -4.9295, 38.8496, -0.0016, -0.0009, 0.0288
Si, 5.5274, -2.2204, 38.8914, -0.0057, 0.0031, 0.0159
Si, 2.7425, 0.5427, 38.8953, 0.0085, 0.0027, 0.0109
Si, 5.572, -7.584, 38.9241, -0.0003, -0.0052, 0.0014
Si, 1.3404, -1.3489, 9.6582, -0.0001, 0.0078, -0.0226
Si, 4.074, 1.3754, 9.641, -0.0065, -0.011, -0.0224
Si, 1.3368, 4.0834, 9.5911, -0.0074, 0.0042, -0.0043
Si, 4.1276, -4.0868, 9.6072, -0.0063, -0.0085, -0.0078
Si, 6.7953, -1.3916, 9.5847, 0.0001, 0.0041, -0.0064
Si, -1.3275, 1.3638, 9.6101, 0.0043, -0.0069, -0.0051
Si, 6.8146, 4.1159, 9.696, 0.0055, 0.0066, -0.0243
Si, -1.3858, -4.094, 9.6903, 0.0055, -0.0031, -0.0236
Si, 2.7035, 0.0249, 10.9929, 0.0009, 0.0049, -0.0106
Si, 5.4337, 2.7425, 10.9956, -0.0063, 0.001, -0.013
Si, 2.7497, 5.4098, 10.8929, 0.0011, -0.0063, -0.0078
Si, 5.4762, -2.7393, 10.9899, -0.0052, 0.0057, -0.008
Si, -2.6984, -0.0417, 10.8829, 0.0003, 0.0016, -0.0109
Si, -0.0116, 2.7559, 10.987, 0.0121, -0.0024, -0.0071
Si, 8.1581, 5.4566, 11.1261, -0.0017, 0.0077, -0.0072
Si, -0.0246, -2.7228, 11.0149, -0.0013, 0.0006, -0.0069
Si, 1.3885, 1.4263, 12.3438, -0.0096, 0.0004, 0.0238
Si, 4.0666, 4.0937, 12.3475, -0.004, 0.0104, 0.0205
Si, 1.398, -4.123, 12.2377, 0.0034, -0.0057, 0.0213
Si, 4.0568, -1.374, 12.2881, 0.0042, -0.0101, 0.0119
Si, -4.0486, 1.3253, 12.2072, 0.0064, -0.007, 0.0119
Si, -1.3709, 4.0513, 12.4623, 0.0074, -0.0115, 0.011
Si, 6.813, -4.0296, 12.4989, -0.0082, 0.003, 0.0117
Si, -1.4052, -1.3615, 12.351, -0.0053, 0.0043, 0.0188
Si, -0.2401, 0.2659, 13.5276, 0.0026, 0.0021, -0.0321
Si, 2.5461, 2.9601, 13.7412, -0.006, -0.0033, -0.0333
Si, 0.347, -5.6852, 13.6052, 0.0048, -0.0002, -0.0368
Si, 2.8997, -2.9527, 13.5795, 0.0049, 0.0038, -0.0263
Si, 5.6371, -0.1761, 13.5012, 0.0009, -0.0047, -0.0293
Si, -2.5486, 2.3609, 13.66, 0.0033, -0.0075, -0.032
Si, 5.1127, 5.7195, 13.6634, -0.0053, 0.0012, -0.032
Si, -2.9962, -2.3442, 13.8158, -0.0053, 0.009, -0.0445
Si, -0.3807, 0.2795, 26.7409, -0.0058, 0.009, -0.0462
Si, 3.8898, 1.0895, 15.7974, -0.0041, 0.0028, -0.0596
Si, 1.6691, 4.0401, 23.5384, 0.0029, -0.0002, -0.0624
Si, 2.852, -2.7895, 29.5666, 0.0009, -0.0075, -0.0582
Si, 7.0423, 0.9948, 23.5368, 0.0015, -0.0043, -0.0637
Si, 0.4662, -1.8953, 25.2143, 0.0052, 0.002, -0.0595
Si, 3.2329, -5.0999, 32.6824, -0.0085, -0.006, -0.0574
Si, 4.7782, -2.1576, 19.7774, 0.0012, 0.0055, -0.0575
Si, 0.8783, 4.8689, 18.8112, -0.0041, 0.0051, -0.0482
Si, 5.4446, 0.5835, 18.4149, -0.0029, 0.011, -0.0499
Si, -1.0724, -6.0643, 31.558, -0.0054, 0.0067, -0.0615
Si, -2.3783, 0.9379, 18.3337, -0.0015, 0.0143, -0.0399
Si, 0.7535, -0.1534, 20.9373, -0.0112, 0.0111, -0.0497
Si, 1.5931, -1.0824, 15.6842, -0.005, -0.0021, -0.0596
Si, 5.0445, -4.706, 28.4563, 0.0047, 0.0081, -0.0551
Si, -3.4522, -6.4991, 29.5872, -0.0033, -0.0017, -0.0592
Si, 1.6863, -7.078, 30.6315, 0.0059, 0.0018, -0.0571
Si, 5.8718, 5.3722, 16.6119, 0.0007, -0.0017, -0.052
Si, -3.2644, -9.4341, 26.5415, 0.0035, 0.0038, -0.0592
Si, 1.215, -2.6995, 22.4123, -0.0042, 0.0058, -0.0642
Si, 5.2934, 4.8482, 21.3632, -0.0042, -0.0061, -0.051
Si, 7.3077, 4.0451, 23.1349, -0.0265, -0.0053, -0.0488
Si, 0.4379, -2.3729, 27.8944, -0.011, 0.0123, -0.0664
Si, -2.228, 0.0866, 21.0781, -0.0002, -0.0082, -0.0572
Si, 8.1512, -3.3161, 16.7811, -0.0018, -0.0075, -0.0574
Si, -1.1058, -5.9275, 24.3862, 0.0022, -0.0016, -0.0505
Si, 3.3599, -7.2632, 28.0797, 0.0071, -0.0056, -0.058
Si, -0.6691, -5.4024, 16.3547, -0.0027, 0.01, -0.0507
Si, -3.4232, -4.5744, 25.0157, -0.0004, -0.0035, -0.047
Si, 7.6708, -2.4889, 19.6409, 0.0004, -0.0005, -0.0368
Si, 2.0797, -8.8946, 25.7991, -0.0037, -0.0081, -0.0562
Si, 4.2455, 2.0831, 20.7437, 0.003, -0.0007, -0.0476
Si, -0.6055, -3.6199, 20.0848, -0.0012, 0.0017, -0.0525
Si, 3.5907, -4.5491, 23.4627, -0.0042, -0.0045, -0.0577
Si, -5.15, -9.1112, 28.9699, 0.0096, 0.0089, -0.0626
Si, 3.8831, -4.871, 18.8792, -0.0037, 0.0105, -0.0483
Si, 0.0868, -1.0427, 18.3302, 0.0059, -0.0011, -0.0532
Si, 5.1045, -2.597, 32.7533, -0.002, 0.0074, -0.0576
Si, 4.4719, -0.4326, 22.3947, 0.0006, 0.0017, -0.0611
Si, 5.1693, -3.0347, 25.7695, -0.0032, 0.0042, -0.0618
Si, 0.0862, -3.302, 30.5891, 0.0488, -0.0062, -0.0658
Si, 1.4938, 2.7512, 20.6982, -0.0081, -0.0026, -0.0478
Si, 2.1691, -9.7143, 32.0788, 0.0146, -0.0026, -0.0587
Si, -2.468, -6.5306, 26.8288, -0.0056, 0.0074, -0.0712
Si, 7.9696, 3.3243, 16.4605, -0.0092, -0.0009, -0.0501
Si, 4.4774, -0.4351, 30.8326, 0.001, 0.0089, -0.0548
Si, 3.3707, -0.7495, 25.1947, 0.0051, -0.0087, -0.0499
Si, 0.1233, -1.2148, 32.6502, 0.0092, -0.0083, -0.0635
Si, -1.2295, -6.1874, 40.1819, -0.0104, -0.0093, 0.1852
Si, 1.4624, -3.5185, 40.1814, -0.0171, 0.0233, 0.1752
Si, -1.2787, -11.6568, 40.2543, 0.006, -0.0026, 0.1901
Si, 1.446, -8.9291, 40.2451, 0.0008, -0.0172, 0.1887
Si, 4.17, -6.2474, 40.2526, 0.0263, -0.0176, 0.1883
Si, 6.9004, -3.516, 40.2669, 0.002, -0.0086, 0.1996
Si, 4.1522, -0.8242, 40.2017, -0.0052, 0.0173, 0.1721
Si, 6.9364, 1.9211, 40.2316, -0.0169, 0.0199, 0.16
Si, 0.115, -4.8609, 41.5584, -0.0112, 0.0248, 0.3535
Si, 2.8082, -2.169, 41.5703, 0.0178, 0.0212, 0.2745
Si, 0.0884, -10.2931, 41.6005, -0.0423, 0.0074, 0.306
Si, 2.8211, -7.6032, 41.6067, 0.0615, -0.052, 0.4115
Si, 5.5303, -4.8772, 41.6051, 0.0287, -0.0277, 0.3313
Si, -2.6404, -2.1317, 41.6061, -0.0317, 0.0301, 0.4123
Si, 5.5392, 0.547, 41.5386, 0.0129, 0.0415, 0.269
Si, -2.5868, -7.568, 41.554, -0.013, -0.0484, 0.2171
Si, 1.3738, 1.3601, 6.9058, 0.0017, -0.0537, -0.4144
Si, 4.0881, 4.0788, 6.9256, 0.0056, -0.0358, -0.2985
Si, 1.3569, -4.0533, 6.9488, -0.0153, -0.0269, -0.2824
Si, 4.0736, -1.35, 6.9325, -0.0203, 0.0192, -0.3238
Si, 6.797, 1.3723, 6.9495, -0.014, 0.0109, -0.2707
Si, -1.3826, 4.0932, 6.9444, 0.0656, 0.0084, -0.3407
Si, 6.8228, -4.1075, 6.9074, -0.013, 0.0416, -0.4233
Si, 9.5317, -1.3763, 6.9259, -0.0034, 0.0374, -0.311
Si, 0.017, 0.0006, 8.2586, -0.0071, 0.0028, -0.1873
Si, 2.7133, 2.7179, 8.2676, 0.0041, 0.0083, -0.1887
Si, -0.0283, -5.4119, 8.2857, 0.0333, -0.0422, -0.17
Si, 2.7265, -2.7049, 8.3088, 0.0102, -0.0058, -0.175
Si, 5.4298, 0.0059, 8.2848, 0.0058, -0.0065, -0.173
Si, 8.1525, 2.7408, 8.3162, 0.0257, -0.0259, -0.1793
Si, 5.4759, 5.4264, 8.2707, -0.0329, 0.0249, -0.1949
Si, 8.1727, -2.7572, 8.2702, -0.0296, 0.0426, -0.1921
O, 5.5557, 5.0275, 15.0669, 0.0047, -0.0008, 0.037
O, -2.2091, -3.567, 20.3111, 0.0082, -0.0016, 0.0161
O, 4.9433, 5.2842, 19.8617, 0.0101, -0.0143, 0.0405
O, -2.5694, -6.2803, 30.9393, 0.0231, 0.0019, 0.0351
O, -2.6517, -4.7906, 34.3229, 0.005, 0.0007, 0.0165
O, 0.4225, -0.3907, 14.8444, 0.009, -0.0097, 0.0341
O, 2.0256, -2.5844, 28.1837, 0.0115, -0.003, 0.0348
O, 3.7182, -3.2821, 19.259, -0.0045, 0.013, 0.0152
O, -2.9645, -9.9861, 34.4092, -0.0013, 0.006, 0.0189
O, -2.6172, 0.6544, 22.5282, -0.0112, 0.0028, 0.0422
O, 3.8396, 0.8988, 21.7565, -0.0003, -0.0086, 0.0311
O, 2.8731, 0.3035, 34.6717, 0.0008, -0.002, 0.0132
O, 0.8146, -2.2453, 33.7092, 0.009, -0.0171, 0.039
O, 1.4172, 4.0726, 14.1521, -0.0006, 0.0027, 0.0066
O, -1.3595, 1.3183, 14.0879, -0.0041, 0.0058, 0.0149
O, 5.3809, 1.5569, 19.7203, -0.0107, 0.0098, 0.0316
O, 3.4303, -1.3246, 29.9589, 0.0081, 0.008, 0.0197
O, -2.2187, 2.2979, 17.4902, 0.0029, -0.0132, 0.0227
O, 3.6386, 0.4894, 31.8802, -0.0119, 0.0035, 0.0223
O, -0.6089, -4.5272, 31.353, -0.0049, -0.0075, 0.0287
O, 6.6946, 2.5655, 23.3611, -0.0036, -0.0007, 0.0254
O, -0.4762, -0.5792, 25.357, 0.0022, 0.0075, 0.027
O, -2.3075, -6.5818, 28.4252, -0.0055, -0.0035, 0.0423
O, 2.9519, -5.9555, 23.9294, -0.0043, -0.0014, 0.0213
O, 0.3458, -2.4921, 23.7533, -0.0038, 0.0055, 0.0465
O, 6.9999, 0.4025, 18.0057, -0.0012, 0.0017, 0.0193
O, 5.8851, -0.0125, 23.0499, 0.0095, 0.0063, 0.0191
O, -0.2893, -2.3991, 19.0942, 0.003, -0.0112, 0.0241
O, 2.1831, -2.3669, 14.9188, -0.0094, 0.0111, 0.0249
O, -0.3686, -3.1971, 29.0333, -0.0052, -0.0082, 0.045
O, 0.0377, -0.7834, 27.9116, 0.001, -0.0136, 0.0213
O, 5.0252, 0.5984, 14.7798, -0.0116, 0.0125, 0.0283
O, 6.7057, -1.2526, 14.0971, 0.0085, -0.0061, 0.0181
O, 4.0152, -4.0249, 14.1018, -0.0002, -0.0043, 0.0179
O, -3.5525, -10.1483, 25.1121, 0.0081, 0.001, 0.0481
O, -0.772, -0.5712, 21.247, 0.0008, 0.0057, 0.011
O, -1.1921, -0.5938, 33.3307, -0.0165, 0.0062, 0.0282
O, -4.2346, -3.1803, 25.0637, -0.0027, 0.0038, 0.0179
O, 5.4446, 0.5276, 29.9685, -0.0114, -0.0142, 0.0269
O, 3.188, 2.4079, 15.1542, 0.0073, -0.0119, 0.0255
O, -0.1881, -5.0353, 19.4918, -0.0054, 0.0084, 0.0284
O, 4.1543, -3.8337, 24.7941, 0.0127, 0.0152, 0.0343
O, 0.9181, 1.3912, 21.3552, 0.0017, 0.0025, 0.0097
O, 2.0187, -8.6441, 30.8826, -0.0007, -0.0141, 0.0253
O, 4.7148, -4.8961, 22.3567, -0.01, 0.0124, 0.027
O, -0.4029, -1.9757, 31.3422, 0.0042, 0.013, 0.0425
O, 0.7716, -9.482, 26.5536, -0.0079, -0.0092, 0.0278
O, 0.5212, 4.8416, 17.2358, 0.0143, -0.0002, 0.0364
O, 0.2294, -3.4967, 21.4415, 0.0141, 0.0104, 0.0301
O, 1.6215, -1.2666, 21.7324, 0.0117, -0.0102, 0.0201
O, -4.4095, -3.2027, 33.3568, 0.0122, 0.0002, 0.0313
O, 1.6591, 3.7647, 21.947, -0.003, 0.0122, 0.0413
O, 2.701, -7.7139, 26.6884, 0.0176, 0.0177, 0.0405
O, -1.9081, -4.4936, 24.4031, -0.0025, -0.0008, 0.02
O, -2.4527, -2.6432, 15.333, 0.0081, -0.0057, 0.038
O, 1.8317, -8.7672, 33.3704, -0.0066, -0.0016, 0.0404
O, -4.1903, -5.7517, 24.1877, 0.0045, 0.0142, 0.0261
O, 4.4143, -1.7162, 33.9109, -0.0025, 0.0098, 0.0315
O, 4.8193, -0.8808, 18.7661, -0.0036, -0.0099, 0.0187
O, 0.3993, -5.8879, 23.8784, -0.0107, 0.0055, 0.0144
O, 4.5509, -1.6016, 21.2824, -0.0023, 0.0116, 0.037
O, -3.2891, -7.8304, 26.3253, 0.0018, 0.0073, 0.023
O, -4.3876, -9.7359, 27.6705, -0.0162, 0.0055, 0.0385
O, 5.3326, -3.6742, 27.2416, -0.004, -0.0191, 0.0405
O, 0.9225, -1.5343, 17.0619, -0.0182, -0.0032, 0.0404
O, 7.9584, -2.319, 18.0421, 0.0049, 0.0043, 0.0419
O, 2.1773, -4.525, 33.7671, -0.0107, 0.0105, 0.0337
O, 2.5162, -3.5829, 22.7373, 0.008, -0.0024, 0.0168
O, -3.2961, -5.1727, 26.5206, 0.0062, -0.006, 0.0313
O, 6.8163, -4.2052, 16.6703, -0.0051, 0.0055, 0.0198
O, 4.2218, -6.1701, 33.3801, 0.0154, -0.0153, 0.0386
O, 0.0726, -2.9307, 26.4108, 0.003, -0.0001, 0.0408
O, 4.5073, -5.1634, 17.4087, -0.0159, 0.0036, 0.0345
O, -4.5291, -5.2873, 29.2773, 0.0076, -0.003, 0.0249
O, 2.4082, 5.3621, 19.0015, 0.0021, 0.0001, 0.0109
O, 2.8972, 2.4477, 19.9481, 0.0002, -0.0031, 0.0227
O, 1.9929, -1.4863, 25.5558, -0.0043, 0.003, 0.0239
O, 2.773, -0.0441, 15.9825, 0.0016, -0.0003, 0.0168
O, 6.7076, 4.0805, 17.1587, -0.0048, -0.0008, 0.0193
O, 0.6228, 3.4322, 19.5227, -0.0007, -0.0106, 0.026
O, -0.118, -4.862, 14.9384, -0.0087, 0.0011, 0.0356
O, -1.4182, -4.2002, 17.1212, -0.0007, 0.0034, 0.0184
O, 2.4642, -5.9683, 31.5472, 0.0117, 0.0121, 0.0322
O, 7.713, -1.0908, 20.47, -0.004, 0.0117, 0.0218
O, 4.2918, -5.9777, 27.8136, -0.0028, 0.0011, 0.0229
O, 3.5538, -0.9294, 23.6073, -0.0093, -0.0002, 0.0451
O, 4.0392, -3.8839, 29.437, -0.0099, 0.0074, 0.0271
O, -4.244, -7.9253, 29.6394, -0.0001, 0.0021, 0.0204
O, 4.6298, -1.5033, 25.9087, 0.0036, -0.0064, 0.0208
O, 1.1189, -0.0606, 32.1329, -0.005, -0.0035, 0.0228
O, -1.1151, -6.4897, 25.9262, -0.0054, -0.0045, 0.0305
O, 1.7264, -3.3287, 30.635, 0.0131, -0.0083, 0.0189
O, 1.6625, -8.2283, 24.3743, 0.0036, -0.0168, 0.0376
O, 0.0777, -6.9314, 30.8099, -0.0017, 0.0079, 0.0153
O, -1.0836, -6.4486, 33.1482, -0.0051, -0.0013, 0.0629
O, 5.4137, -1.5405, 31.5714, 0.0006, -0.017, 0.0264
O, 2.1833, -6.8386, 29.1097, -0.0164, -0.0021, 0.0417
O, 4.65, 3.3796, 21.6022, -0.0033, 0.0041, 0.0249
O, 3.2042, -10.065, 25.5946, -0.0104, 0.0104, 0.02
O, 4.6004, 1.3069, 17.2341, 0.0145, -0.0104, 0.0405
O, 7.5172, 2.6532, 15.0543, -0.0009, 0.0039, 0.0339
O, 1.0471, -0.2099, 19.3416, 0.0032, 0.0116, 0.0327
O, -1.7729, 4.3655, 16.0112, 0.0025, -0.0027, 0.018
O, 4.2839, -8.4805, 28.6113, 0.0047, -0.001, 0.0256
O, -1.9663, 3.9913, 23.3775, -0.0007, -0.0011, 0.0212
O, -2.2313, 1.2432, 19.9326, -0.0008, -0.0098, 0.0363
O, 4.1384, -3.8092, 32.2418, 0.0036, -0.0022, 0.0226
O, 6.8746, 4.6145, 21.6712, 0.0147, 0.0008, 0.0266
O, 6.1594, -2.9975, 19.7832, -0.004, -0.0038, 0.021
O, -1.8027, -9.912, 27.0652, -0.0006, -0.0009, 0.0129
O, -5.0538, -7.9157, 34.4018, -0.0021, 0.0009, 0.0209
O, -1.205, -0.1258, 17.9405, -0.0006, 0.0046, 0.0145
H, -0.7117, -4.044, 42.4908, 0.2961, -0.2357, -0.2778
H, 0.9287, -5.6908, 42.4908, -0.278, 0.3141, -0.278
H, 3.6403, -2.9803, 42.5027, -0.355, 0.2642, -0.2777
H, 1.996, -1.3377, 42.5027, 0.2256, -0.3083, -0.2894
H, -0.7297, -9.4676, 42.533, 0.2975, -0.3778, -0.2246
H, 0.9089, -11.1162, 42.533, -0.2199, 0.3096, -0.2713
H, 2.0022, -6.7785, 42.5391, 0.2903, -0.2947, -0.2503
H, 3.6433, -8.4246, 42.5391, -0.3105, 0.2831, -0.2285
H, 4.7146, -4.0494, 42.5375, 0.3286, -0.2907, -0.2524
H, 6.3539, -5.6972, 42.5375, -0.344, 0.235, -0.237
H, -1.8157, -2.9505, 42.5386, -0.2389, 0.273, -0.2623
H, -3.4663, -1.314, 42.5386, 0.355, -0.3647, -0.2055
H, 4.7214, 1.3728, 42.4711, 0.272, -0.2886, -0.295
H, 6.3635, -0.2722, 42.4711, -0.391, 0.3018, -0.2768
H, -1.7766, -8.4013, 42.4865, -0.2463, 0.4128, -0.269
H, -3.4284, -6.7665, 42.4865, 0.3256, -0.2237, -0.2995
H, 0.549, 2.179, 5.9733, 0.2549, -0.2592, 0.2722
H, 2.2005, 0.5433, 5.9733, -0.331, 0.3357, 0.2411
H, 3.2676, 4.902, 5.9932, 0.2932, -0.2355, 0.2786
H, 4.9003, 3.2475, 5.9932, -0.3339, 0.3198, 0.2438
H, 0.5467, -3.22, 6.0164, 0.3716, -0.3326, 0.2619
H, 2.175, -4.8788, 6.0164, -0.2757, 0.2448, 0.2931
H, 4.8925, -2.1746, 6, -0.2471, 0.2357, 0.3007
H, 3.2599, -0.5201, 6, 0.3047, -0.3567, 0.2657
H, 5.9649, 2.1837, 6.0171, 0.3405, -0.306, 0.2665
H, 7.6127, 0.5445, 6.0171, -0.218, 0.2989, 0.294
H, -0.5568, 3.2754, 6.012, -0.2585, 0.2422, 0.2988
H, -2.207, 4.9124, 6.012, 0.3621, -0.3948, 0.2627
H, 7.6406, -4.9332, 5.975, -0.3795, 0.3879, 0.2288
H, 6.0006, -3.2861, 5.975, 0.243, -0.2358, 0.2801
H, 8.708, -0.5564, 5.9935, 0.2297, -0.2898, 0.2727
H, 10.3733, -2.1779, 5.9935, -0.3707, 0.3367, 0.2419

Results
free energy: -156493.578 eV
free energy less fixed offsets of H -15.71, O -570.45, Si -639.56 eV per atom: -3.818 eV

The program warned: the cutoff lies below the one the program advises for these potential files; the forces do not sum to zero within the program's tolerance; empty levels may hold ghost states of the PAW files; the exchange-correlation potential is rough where the density is thin.
